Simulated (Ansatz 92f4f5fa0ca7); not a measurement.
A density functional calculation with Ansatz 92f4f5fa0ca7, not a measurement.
Periodic cell of 256 atoms, Si144O112, from a study of silicon, its oxide and their interface. The atomic structure is a simulated model.

Settings
functional: r2SCAN
potential files: Ansatz PAW
basis: plane waves
wave-function cutoff: 800 eV
density cutoff ratio: 5
exchange-correlation grid ratio: 1
k mesh: 1 x 1 x 1, shifted by 0.5 0.5 0 of a step
self-consistency stop: 1e-10 eV per atom in the density residual
occupations: fixed
spin: none
net charge: 0

Cell vectors (angstrom)
a, 10.887, 0, 0
b, 0, 10.887, 0
c, 0, 0, 35.7378

Atoms: element, x, y, z (angstrom)
Si, -5.3436, -0.0271, -0.3606
Si, 5.571, 2.8684, 2.8841
Si, -3.5531, 11.1071, -5.6503
Si, 5.1505, 5.9715, 0.0764
Si, -0.368, -7.5035, -3.2728
Si, 2.722, 3.3105, -0.8698
Si, 9.2588, 3.9711, 1.5131
Si, 11.669, 7.4364, -1.182
Si, 4.2354, 3.2947, -3.4892
Si, -0.7364, -0.8596, 1.5393
Si, 2.9717, 5.3661, 3.0314
Si, 4.0059, 9.5722, 1.0348
Si, 5.7168, 5.9507, -7.1905
Si, 11.5876, 1.04, 1.4107
Si, -0.6727, 6.5492, -2.7732
Si, 13.5325, 10.9489, 2.4786
Si, -0.0765, 2.755, 2.8103
Si, 5.3907, -2.4982, 2.69
Si, 0.1638, 8.2168, 2.7773
Si, 4.288, 4.1952, 1.4526
Si, 8.2528, 0.1041, 2.6258
Si, 7.0591, 1.8094, 1.4637
Si, 8.0947, 5.5377, 2.8081
Si, 6.7636, 6.959, 1.4784
Si, 1.4009, 4.0372, 4.1379
Si, 4.0634, 1.3845, 3.9436
Si, 1.4834, 9.5892, 4.1042
Si, 4.2328, 6.9091, 4.2044
Si, 6.8395, 4.2033, 4.2795
Si, 9.4869, 1.3979, 4.1847
Si, 6.8484, 9.6527, 4.0068
Si, 9.5749, 6.8808, 4.0536
Si, 0.0228, 0.0036, 5.4583
Si, 2.7408, 2.6631, 5.4406
Si, 0.0235, 5.4639, 5.4088
Si, 2.7695, 8.2061, 5.504
Si, 5.439, 0.0611, 5.3665
Si, 8.1575, 2.7525, 5.56
Si, 5.4969, 5.533, 5.6124
Si, 8.1661, 8.2213, 5.3844
Si, 1.3871, 1.3394, 6.8202
Si, 4.0644, 4.0656, 6.815
Si, 1.3674, 6.794, 6.8076
Si, 4.1609, 9.5554, 6.7956
Si, 6.728, 1.3787, 6.8303
Si, 9.5704, 4.1244, 6.815
Si, 6.9098, 6.8668, 6.8695
Si, 9.5011, 9.5303, 6.7976
Si, 0.0151, 2.7311, 8.136
Si, 2.7641, -0.0185, 8.1471
Si, -0.0777, 8.092, 8.1409
Si, 2.7086, 5.3989, 8.1879
Si, 5.3775, 2.7051, 8.224
Si, 8.0976, -0.006, 8.1628
Si, 5.4832, 8.1741, 8.1751
Si, 8.2096, 5.4366, 8.209
Si, 1.3357, 4.0316, 9.56
Si, 4.0274, 1.331, 9.6149
Si, 1.3489, 9.4611, 9.3531
Si, 4.1531, 6.736, 9.4913
Si, 6.7896, 4.0684, 9.5076
Si, 9.4705, 1.4114, 9.441
Si, 6.7714, 9.5048, 9.5855
Si, 9.5182, 6.7362, 9.6363
Si, -0.0341, -0.0406, 10.607
Si, 2.5932, 2.6374, 10.9778
Si, -0.0127, 5.3145, 10.9875
Si, 2.6677, 8.0686, 10.6814
Si, 5.374, -0.0653, 10.9684
Si, 8.1174, 2.7291, 10.889
Si, 5.4781, 5.3644, 10.9422
Si, 8.0676, 8.0739, 10.9452
Si, 1.1388, 1.176, 12.2092
Si, 4.0141, 4.0093, 12.2523
Si, 3.1173, 5.7784, 13.5672
Si, 3.8541, 9.4172, 12.1576
Si, 8.5504, 0.1162, 13.4255
Si, 8.5594, 5.744, 13.8339
Si, 4.682, 7.6363, 13.4078
Si, 9.5874, 9.4942, 11.9857
Si, 2.537, 4.92, 15.8213
Si, 4.7586, 1.0999, 16.09
Si, 0.3899, 8.482, 13.2707
Si, 1.4426, 6.7268, 12.1719
Si, -0.0701, -4.5226, 21.0879
Si, 2.0348, -0.6325, 13.4412
Si, 7.4681, 10.9811, 17.4546
Si, 9.4745, 4.0025, 12.4071
Si, -0.7002, 1.9665, 13.4972
Si, 1.3221, 9.0243, 17.8917
Si, 2.0967, 10.9598, 15.6905
Si, 6.7529, 6.748, 12.4544
Si, 5.8436, -0.8656, 19.5606
Si, 7.1191, 1.6299, 19.7696
Si, 4.0486, -2.8699, 18.5275
Si, 6.5792, 4.7801, 15.6074
Si, -15.2582, 4.8638, 31.1376
Si, 26.1637, -6.9158, 17.2464
Si, -0.8021, 21.7168, 29.3277
Si, 3.6718, 11.8282, 26.2414
Si, -18.6668, 31.2392, 30.5409
Si, 22.0811, 13.4962, 19.1014
Si, 16.534, -17.1002, 23.335
Si, -6.6407, 18.2808, 23.6835
Si, -7.8882, 2.8921, 23.8887
Si, -0.6273, 16.7359, 26.4829
Si, 21.3256, -13.0638, 25.3146
Si, 12.0061, -0.0029, 20.5149
Si, -2.5089, 14.1907, 23.3837
Si, -13.1332, 15.1266, 30.3698
Si, -0.3833, 20.3324, 35.0156
Si, -5.4515, -1.004, 22.3345
Si, 3.0364, 0.954, 21.4991
Si, -7.0429, 30.0467, 28.5664
Si, -5.1684, 29.5022, 15.9753
Si, 0.594, 5.5084, 35.8554
Si, 14.0189, 3.6188, 20.021
Si, -9.8913, 13.0393, 16.004
Si, -19.13, 19.8981, 25.8395
Si, -14.1055, -13.0211, 34.9688
Si, 7.0212, 17.4427, 33.4523
Si, -16.7568, 11.2153, 32.1979
Si, 12.5575, 6.6943, 37.4888
Si, 20.515, -5.7067, 19.3988
Si, -13.4055, 10.3331, 26.7112
Si, 29.044, 26.156, 20.8417
Si, -16.3683, 2.6042, 13.5257
Si, -2.4718, -1.4935, 15.317
Si, -14.9314, -9.6209, 12.2483
Si, -10.4422, -13.5773, 30.6444
Si, -7.8061, -25.1243, 35.7463
Si, 9.8887, -3.3725, 14.8892
Si, 10.1381, 9.0577, 22.305
Si, 12.7587, 3.7489, 30.4486
Si, 2.0266, 1.1239, 28.9547
Si, 11.356, -16.3061, 29.3825
Si, -4.1456, -2.2047, 28.508
Si, -13.825, 22.2352, 22.5016
Si, 7.7337, 4.111, 27.3853
Si, 10.8349, -4.2884, 16.9072
Si, 6.7953, -9.681, 27.126
Si, 0.5587, 1.4071, 34.707
Si, -7.9118, 6.4208, 20.9633
Si, 11.1473, -6.2642, 23.8289
O, 4.3087, -19.4025, -18.7653
O, 7.5533, -12.782, -8.5817
O, -2.8425, 5.3817, -15.9101
O, -3.0122, -3.1918, 0.4552
O, -9.8331, -1.6731, -10.0975
O, -4.8038, -7.1797, -21.2163
O, 6.2222, 0.547, -19.2391
O, 22.9305, 9.9722, -19.14
O, 6.0194, -9.4734, 0.2422
O, -17.489, -15.0815, -7.407
O, 24.128, 13.5335, -6.3753
O, 15.1374, 9.8917, -4.1114
O, -19.9625, 19.694, -4.4334
O, 22.2595, -19.509, -18.1977
O, 17.8187, -0.851, -0.1781
O, -4.7601, -16.1162, 34.4861
O, -4.8996, 4.3383, 17.0466
O, 5.2045, 7.5511, 17.4938
O, 3.9195, 7.0037, 19.7781
O, 8.4034, 14.6922, 21.8464
O, 11.1918, -21.9175, 34.2471
O, -14.9977, 33.6871, 28.7748
O, -13.626, -5.9036, 15.2906
O, 4.4194, 20.3825, 19.054
O, -4.7307, 9.3166, 20.9817
O, -10.6855, 1.2495, 19.9826
O, -2.2389, 17.2522, 33.4797
O, -13.5141, 3.6921, 28.8754
O, -0.3492, 2.1602, 15.0926
O, 17.7151, -3.7811, 28.8325
O, 11.039, 7.9198, 17.8512
O, 11.1274, 16.3914, 25.1701
O, -13.8691, 1.3669, 18.3675
O, 16.4452, 5.0352, 29.8493
O, 4.0429, -6.7325, 18.8077
O, 0.1146, 16.3902, 22.4739
O, -15.2742, -4.6252, 31.9622
O, -32.9414, 9.3893, 29.8429
O, -14.7381, 19.521, 15.801
O, 32.028, 18.4102, 31.6463
O, -30.7997, 3.4525, 15.5285
O, -2.1855, -11.3522, 16.5798
O, -15.0853, 3.1545, 19.9695
O, -18.4381, 39.7413, 22.3863
O, -5.6829, -1.7674, 28.2436
O, -1.4401, -0.2157, 27.8673
O, 11.3117, 22.7392, 29.1142
O, 1.4379, 6.7747, 20.5987
O, 19.7504, 37.6613, 26.6101
O, -39.3986, 1.6906, 31.997
O, 17.3429, 21.8317, 22.9948
O, -7.2547, 2.194, 20.5965
O, -1.8254, -1.7142, 34.2787
O, -8.2099, 8.1614, 17.7286
O, -11.8948, 5.2633, 30.0662
O, 2.6424, 11.8163, 27.4841
O, -1.0691, 25.4703, 23.9933
O, -5.1042, -7.1683, 32.0227
O, 1.3328, -33.6736, 19.2574
O, -29.4061, 13.0979, 25.3302
O, 3.837, 3.6981, 33.7711
O, 7.0072, -1.1104, 18.4638
O, -12.9316, -0.8807, 22.5032
O, -16.5303, 33.7466, 26.6355
O, -1.9659, -10.3478, 30.3072
O, -2.5327, 12.5687, 23.487
O, -26.725, -4.6463, 15.3852
O, 36.2773, -0.0173, 16.3248
O, -0.2112, -5.9077, 32.7937
O, -6.5059, 14.5493, 23.4755
O, -20.1749, 14.3602, 19.5463
O, -4.5395, -5.8967, 27.3994
O, -6.255, 19.2052, 14.9409
O, 3.2816, 18.7095, 24.9171
O, -22.1686, -19.3699, 33.7778
O, -10.6099, -27.2303, 27.7661
O, -0.9684, 14.4492, 19.3843
O, 10.0498, -17.0585, 36.0152
O, -0.9081, 29.5313, 21.3359
O, 16.0717, 6.0938, 24.001
O, 3.2291, 4.1295, 31.2738
O, -1.6922, -7.6823, 31.5183
O, -9.9288, -25.6673, 29.6807
O, 12.2535, -5.0719, 16.5848
O, 2.6327, -9.2099, 22.8891
O, 23.8478, 1.9094, 34.3686
O, -8.1916, -10.883, 29.8897
O, 4.6845, 12.3908, 14.5179
O, -3.5978, 20.397, 29.7726
O, 31.0849, -1.0035, 25.4625
O, 17.8944, 14.8903, 23.9984
O, -20.0855, 14.7387, 23.8533
O, 11.7984, 13.8888, 31.5437
O, -8.1089, 30.3902, 27.405
O, 7.9919, 11.9358, 20.9932
O, 5.1829, -23.9912, 23.3487
O, 3.4343, -11.3792, 25.4979
O, -1.0011, 27.4457, 17.8601
O, -6.799, 21.5452, 21.8806
O, 10.0221, -3.4294, 26.2859
O, 17.3205, 0.5131, 31.3995
O, -3.4955, 13.5617, 26.7044
O, -4.1618, 8.105, 33.8244
O, 29.9594, 13.7656, 36.6262
O, 16.6416, -10.1415, 19.7118
O, 10.4817, 19.2663, 23.7318
O, -4.82, 15.8611, 21.7677
O, -10.4868, -0.8484, 21.705
O, 5.2147, -21.652, 33.7958
O, 3.1622, 4.8175, 21.1085
O, -9.2851, 15.3524, 35.048
O, 3.4016, -7.795, 36.3182

Results
free energy: -155980.241 eV
free energy less fixed offsets of O -570.45, Si -639.56 eV per atom: 6.799 eV

Forces (eV/angstrom), in the order of the atoms: element, x, y, z
Si, 0.0376, -0.0137, -0.0274
Si, -0.0116, 0.0089, 0.0104
Si, 0.0002, -0.001, -0.0369
Si, 0.0199, -0.0244, -0.0152
Si, -0.0007, 0.0231, -0.0509
Si, 0.0007, 0.001, -0.0429
Si, 0.0127, -0.0095, -0.0052
Si, 0.3233, 0.2346, 0.3468
Si, 0.0021, 0.0053, -0.0342
Si, 0.0113, -0.0153, 0.0107
Si, -0.035, -0.0847, -0.1011
Si, -0.0105, -0.0197, 0.053
Si, 0.0077, -0.0024, -0.021
Si, -0.0172, 0.0048, -0.0055
Si, -0.2987, -0.3818, -0.0158
Si, 0.0075, -0.0052, -0.0116
Si, 0.0061, 0.0097, -0.0049
Si, 0.0019, 0.021, -0.01
Si, -0.0043, 0.0278, 0.0107
Si, 0.0009, -0.0344, -0.0343
Si, 0.0082, -0.0086, -0.0016
Si, 0.003, -0.0033, -0.0343
Si, 0.0002, 0.0003, -0.0119
Si, 0.0201, 0.0173, -0.016
Si, -0.0301, 0.0054, 0.0046
Si, -0.008, -0.0067, 0.0042
Si, -0.0062, -0.0053, 0.007
Si, -0.0217, 0.0742, -0.0087
Si, 0.0094, 0.0033, 0.0029
Si, 0.0076, 0.0064, 0.0023
Si, -0.0088, -0.0197, 0.0046
Si, 0.0086, 0.0013, -0.0059
Si, -0.0094, -0.0057, -0.0008
Si, 0.0235, 0.003, 0.0088
Si, 0.0039, 0.0055, 0.004
Si, -0.0003, -0.0062, -0.0049
Si, 0.0023, 0.0056, 0.0062
Si, 0.0011, -0.0044, 0
Si, -0.0245, -0.0348, -0.012
Si, -0.002, 0.0134, -0.0024
Si, -0.0058, 0.0089, -0.0061
Si, -0.0088, 0.0043, 0.0017
Si, -0.0011, -0.0073, -0.0025
Si, 0.0089, 0.0034, -0.0019
Si, -0.0058, -0.0018, -0.001
Si, 0.0019, -0.0058, -0.0028
Si, -0.0041, 0.0246, -0.0053
Si, -0.0008, -0.0042, -0.0002
Si, 0.0011, 0.0014, 0.0012
Si, 0.005, -0.0007, -0.0041
Si, -0.0026, 0.0042, -0.0004
Si, 0.0012, -0.0018, 0.0004
Si, 0.0036, -0.0036, -0.0016
Si, 0.0012, 0.0019, -0.0006
Si, -0.0023, 0.0001, 0.0019
Si, -0.0075, -0.0084, -0.0017
Si, 0.0015, -0.0031, 0.003
Si, -0.0042, 0.0047, -0.0003
Si, 0.0002, 0.0015, 0.0015
Si, 0.0003, -0.0004, -0.001
Si, 0.0016, 0.0011, -0.0024
Si, -0.0074, 0.0015, -0.0039
Si, -0.0018, 0.0019, -0.0012
Si, -0.0041, 0.0043, -0.0005
Si, 0.0013, 0.0029, 0.0019
Si, 0.004, -0.005, 0.0011
Si, -0.0004, 0.0015, 0.0002
Si, -0.0049, 0.0014, 0.0031
Si, -0.0038, 0.0014, 0.0017
Si, 0.0064, 0.0002, 0.0054
Si, -0.0011, 0.0022, 0.0058
Si, 0.004, 0.0007, -0.0013
Si, -0.0003, 0.0069, 0.0005
Si, -0.0035, 0.003, -0.0024
Si, -0.0108, -0.0065, 0.0035
Si, -0.0053, 0.0017, 0.0032
Si, 0.0039, 0.0053, -0.0082
Si, -0.0003, -0.0022, 0.0042
Si, 0.0162, 0.0007, 0.0176
Si, -0.0038, 0.001, -0.0031
Si, 0.0033, -0.0039, 0.0304
Si, 0.0123, 0.0066, 0.0469
Si, -0.0022, -0.0006, 0.0155
Si, 0.0057, 0.0008, -0.0028
Si, 0.0026, -0.0026, 0.0186
Si, 0.0008, 0, -0.0079
Si, -0.0059, 0.0093, 0.0625
Si, -0.0055, 0.0025, 0.0023
Si, 0.0065, -0.0035, 0.0187
Si, 0.0119, 0.0054, 0.0658
Si, -0.0046, -0.0201, 0.053
Si, -0.0049, -0.0112, 0.0072
Si, -0.0012, 0.0088, 0.0459
Si, -0.0033, -0.0007, 0.0382
Si, -0.0073, 0.0034, 0.0539
Si, -0.0197, 0.0009, 0.0401
Si, -0.0058, 0.0041, -0.021
Si, 0.0042, -0.0051, 0.0487
Si, -0.0085, 0.0032, -0.0677
Si, 0.0012, 0.0036, -0.0223
Si, 0.0082, 0.0116, -0.0187
Si, 0.0029, 0.0014, 0.0576
Si, 0.0006, -0.0006, 0.0067
Si, 0.0074, 0.0031, -0.0003
Si, 0.0001, 0.0001, -0.0039
Si, 0.002, -0.0038, -0.0257
Si, 0.0066, -0.0132, -0.0106
Si, 0.0011, 0.0002, 0.0358
Si, 0.0032, -0.0072, 0.004
Si, 0.009, -0.0106, -0.0199
Si, -0.0327, 0.1237, -0.0313
Si, -0.0018, 0.0003, 0.016
Si, 0.0009, -0.0064, 0.0133
Si, 0.0144, -0.0053, -0.0269
Si, -0.0017, -0.0063, 0.0351
Si, -0.063, -0.1628, -0.3514
Si, -0.0186, -0.009, 0.0371
Si, -0.003, 0.0077, 0.0409
Si, -0.0035, 0.0032, -0.0246
Si, -0.0201, 0.0158, -0.0254
Si, 0.0216, 0.0051, -0.0494
Si, -0.0017, 0.0103, -0.0432
Si, -0.1085, 0.2201, -0.2291
Si, -0.0085, -0.0036, 0.0486
Si, 0.0418, -0.0266, 0.0477
Si, 0.0037, -0.0004, 0.0255
Si, -0.0008, -0.0008, 0.0284
Si, -0.0109, -0.0092, 0.0388
Si, 0.001, -0.0023, 0.0015
Si, 0.0727, 0.038, -0.1139
Si, 0.0208, 0.0529, -0.0304
Si, 0.0025, 0.0051, -0.0061
Si, -0.0046, 0.0008, 0.0128
Si, -0.0048, -0.0037, -0.0169
Si, 0.0068, 0.0183, -0.0306
Si, 0.0113, -0.0094, -0.0192
Si, 0.0157, 0.0027, -0.0182
Si, -0.0003, -0.0059, 0.0116
Si, 0.0047, 0.0002, -0.0199
Si, -0.0057, -0.0051, 0.0572
Si, -0.0124, 0.0108, -0.0006
Si, -0.0053, 0.0219, -0.0511
Si, -0.0039, 0.0008, 0.0272
Si, -0.0013, -0.0122, -0.0035
O, -0.0005, -0.005, -0.0249
O, 0.0116, 0.0298, 0.0105
O, 0.0084, 0.0011, -0.0157
O, -0.0076, 0.0302, -0.0036
O, 0.013, -0.0024, 0.0094
O, 0.0001, 0.0007, -0.0302
O, -0.0099, 0.0007, -0.0269
O, 0.0073, 0.0328, -0.0507
O, 0.0075, -0.005, 0.0202
O, 0.001, 0.0021, 0.0077
O, -0.0027, -0.0017, 0.0061
O, 0.002, 0.0096, 0.0117
O, -0.0339, -0.0132, 0.0085
O, 0.0156, -0.0111, -0.058
O, 0.0057, -0.0452, -0.0174
O, -0.0222, 0.0002, 0.036
O, 0.0072, 0.0144, -0.0318
O, 0.0147, -0.0021, -0.0414
O, 0.0019, 0.0086, -0.0282
O, 0.0005, 0.0025, -0.0129
O, -0.0128, -0.0242, 0.0233
O, 0.0029, -0.0134, 0.0194
O, 0.0007, 0.0039, -0.0191
O, 0.0021, -0.0108, -0.0156
O, -0.0014, 0.0069, -0.0276
O, -0.001, 0.0083, -0.0204
O, 0.0457, 0.018, -0.0628
O, 0.0036, 0.0103, 0.0216
O, -0.0115, -0.0043, -0.0243
O, -0.0021, -0.0026, 0.0106
O, -0.0028, -0.0084, -0.0353
O, -0.0025, 0.0019, 0.0155
O, 0.0034, -0.0093, -0.0297
O, 0.0069, -0.0041, 0.0203
O, 0.0053, 0.0079, -0.0464
O, -0.0019, 0.0054, -0.0093
O, 0.0034, 0.0065, 0.0263
O, -0.0014, 0.0007, 0.0175
O, 0.0079, -0.0033, -0.0173
O, 0.0784, -0.0853, 0.3482
O, -0.0053, -0.003, -0.0203
O, 0.0032, -0.0133, -0.0409
O, -0.0017, -0.0033, -0.0141
O, -0.0016, -0.0013, -0.0138
O, -0.0131, -0.0047, 0.0146
O, -0.0203, -0.002, 0.0006
O, -0.0158, -0.0247, 0.0233
O, 0.0029, -0.0028, -0.0089
O, 0.002, -0.0041, 0.0086
O, 0.001, -0.0081, 0.0148
O, 0.0007, -0.0015, -0.007
O, -0.0027, 0.0118, -0.0163
O, 0.0301, -0.0082, 0.0517
O, -0.0036, 0.0028, -0.0181
O, -0.0013, 0.0078, 0.0054
O, -0.0078, 0, 0.0232
O, 0.0042, 0.0055, -0.0031
O, -0.0052, -0.0039, 0.0134
O, -0.0007, -0.0133, -0.0381
O, 0.0049, -0.0034, 0.006
O, -0.0266, -0.0032, 0.0417
O, 0.0099, 0.0026, -0.0295
O, 0.0022, -0.0004, -0.0051
O, 0.0182, -0.0059, 0.0088
O, 0.0037, -0.011, -0.0087
O, -0.0012, -0.006, -0.0052
O, 0.01, 0.0018, -0.0166
O, -0.0112, -0.0037, -0.0271
O, -0.0237, 0.0695, -0.0283
O, 0.0011, -0.0003, -0.0024
O, 0.0023, -0.0027, -0.0169
O, -0.0019, 0.0052, 0.0113
O, -0.002, -0.0056, -0.0204
O, -0.0016, 0.005, 0.0066
O, 0.0015, -0.001, 0.0181
O, 0.0121, 0.0038, 0.0376
O, 0.0057, -0.0037, -0.0213
O, 0.0324, -0.0063, 0.0518
O, 0.0047, -0.0043, -0.0039
O, -0.0008, -0.0002, -0.0014
O, 0.0154, -0.0062, 0.0123
O, 0.009, 0.0019, 0.0194
O, -0.0397, 0.0229, 0.0691
O, 0.0057, 0, -0.0253
O, 0.0032, -0.0041, -0.0038
O, -0.002, -0.0063, 0.0313
O, 0.013, -0.0194, 0.0171
O, 0.0037, 0.0163, -0.0322
O, -0.0079, 0.0242, 0.0142
O, -0.0039, 0.0129, 0.027
O, -0.0005, 0.0015, -0.0036
O, 0.0024, 0.0005, -0.0073
O, -0.0055, -0.0015, 0.0126
O, 0.0107, -0.0026, 0.0206
O, -0.0035, 0.0032, -0.0229
O, -0.0031, -0.002, -0.0032
O, -0.0031, -0.0045, 0.009
O, 0.0142, 0.0141, -0.0496
O, 0.0004, -0.0003, -0.0109
O, 0.0017, -0.0066, 0.0093
O, -0.0096, -0.005, 0.0175
O, -0.0051, -0.0177, 0.0052
O, -0.0082, 0.0144, 0.028
O, -0.0102, -0.007, 0.0127
O, 0.0064, -0.0083, -0.0181
O, 0.0021, -0.0003, 0.0013
O, 0.0017, 0.0003, -0.0118
O, 0.0076, 0.0019, -0.0167
O, 0.0206, -0.005, 0.0548
O, 0.0066, -0.0053, -0.0186
O, -0.0605, 0.001, 0.0673
O, 0.0219, 0.01, 0.0431

The program warned: the cutoff lies below the one the program advises for these potential files; the forces do not sum to zero within the program's tolerance; empty levels may hold ghost states of the PAW files; the exchange-correlation potential is rough where the density is thin.
